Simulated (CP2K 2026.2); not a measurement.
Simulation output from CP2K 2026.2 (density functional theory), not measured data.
Periodic cell of 534 atoms, Si358O176, from a study of silicon, its oxide and their interface. The atomic structure is a simulated model.
Doubt: the forces sum to 1.78 eV/angstrom along one axis rather than to zero, so they err by at least 0.0033 eV/angstrom per atom on average; the grid cutoff is modest.

Settings
functional: PBE
method: Gaussian and plane waves
basis set: DZVP-MOLOPT-SR-GTH
pseudopotentials: GTH-PBE
grid cutoff: 400 Ry, relative cutoff 50 Ry
k points: Gamma only
occupations: fixed
spin: none
net charge: 0

Cell vectors (angstrom)
a	16.4025	0	0
b	0	16.4025	0
c	0	0	35.6868

Atoms and the computed forces on them: element, x, y, z (angstrom), force x, y, z (eV/angstrom)
Si	-0.323	0.338	0.4	0.047	-0.025	-0.238
Si	2.667	2.614	0.191	-0.046	0.133	-0.145
Si	-0.326	5.948	0.211	-0.129	-0.166	-0.03
Si	2.29	8.654	0.276	-0.039	-0.215	-0.294
Si	-0.032	10.849	0.402	0.111	-0.02	-0.184
Si	3.112	13.174	-0.164	-0.281	0.2	-0.205
Si	4.963	0.467	0.052	-0.072	-0.031	-0.181
Si	7.424	3.133	-0.087	0.011	-0.132	-0.148
Si	5.551	5.57	0.316	-0.023	0.164	0.028
Si	8.375	7.646	-0.008	0.076	0.33	0.273
Si	5.181	10.767	0.131	0.003	-0.212	0.161
Si	8.477	13.392	-0.199	-0.178	-0.145	0.146
Si	10.932	-0.491	-0.25	-0.087	0.053	0.083
Si	13.795	2.386	0.253	0.225	0	-0.197
Si	10.718	5.528	-0.086	0.029	-0.058	0.131
Si	13.655	7.893	0.027	0.048	-0.032	-0.045
Si	10.618	11.059	-0.215	-0.001	-0.14	0.104
Si	13.331	13.823	-0.178	0.21	0.111	0.194
Si	1.28	1.436	1.67	-0.045	0.002	-0.247
Si	3.923	4.237	1.438	0.031	-0.133	-0.307
Si	1.213	6.994	1.6	-0.003	0.066	-0.205
Si	3.988	9.54	1.663	-0.104	-0.063	-0.169
Si	1.373	12.373	1.418	0.239	0.07	-0.129
Si	4.042	14.971	1.185	-0.027	0.11	-0.085
Si	6.57	1.51	1.432	-0.02	-0.002	-0.18
Si	9.396	3.97	1.169	-0.071	0.167	-0.266
Si	6.943	6.764	1.692	-0.066	0.085	-0.3
Si	9.469	9.48	1.19	0.011	-0.236	-0.304
Si	6.822	12.191	1.16	0.024	0.111	-0.363
Si	9.474	14.915	1.325	-0.038	0.095	-0.185
Si	12.099	1.163	1.299	0.068	-0.216	-0.321
Si	14.946	4.131	1.41	0.115	0.135	-0.363
Si	12.203	6.691	1.418	-0.084	-0.009	-0.285
Si	14.755	9.555	1.445	0.031	-0.245	-0.19
Si	12.17	12.243	1.208	-0.063	0.141	-0.195
Si	14.846	14.988	1.374	-0.002	0.03	-0.309
Si	-0.101	2.84	2.881	0.009	0.105	0.184
Si	2.676	-0.096	2.753	0.112	-0.133	0.015
Si	-0.214	8.287	2.897	0.057	0.138	0.139
Si	2.599	5.546	2.852	-0.086	0.019	-0.036
Si	-0.076	13.705	2.725	0.003	0.043	0.018
Si	2.644	11.004	2.896	0.025	0.012	0.182
Si	5.302	2.835	2.849	-0.149	0.096	0.155
Si	8.088	0.015	2.614	-0.054	0.038	-0.128
Si	5.448	8.157	2.884	-0.045	0.042	0.007
Si	8.274	5.314	2.855	0.056	-0.068	0.099
Si	5.489	13.662	2.589	-0.081	-0.101	-0.066
Si	8.132	10.856	2.638	0.082	-0.023	-0.097
Si	10.765	2.611	2.604	0.069	0.179	-0.006
Si	13.493	-0.078	2.773	-0.053	-0.137	0.099
Si	10.866	8.187	2.678	-0.037	0.069	-0.018
Si	13.55	5.39	2.818	0.051	-0.017	0.138
Si	10.858	13.606	2.7	0.094	-0.06	0.06
Si	13.47	10.967	2.738	0.004	0.053	0.063
Si	1.291	4.157	4.233	-0.09	-0.026	0.053
Si	4.007	1.33	4.142	0.075	0.049	-0.055
Si	1.248	9.616	4.229	-0.086	0.074	-0.12
Si	4.037	6.83	4.207	0.065	-0.032	0.048
Si	1.279	15.027	4.148	0.015	0.008	-0.006
Si	4.127	12.366	4.116	-0.143	-0.023	-0.111
Si	6.779	4.087	4.21	0.008	-0.063	-0.079
Si	9.453	1.314	4.06	0.022	0.005	0.003
Si	6.811	9.58	4.142	-0.084	0.039	0.033
Si	9.574	6.812	4.138	0.008	-0.077	-0.061
Si	6.787	15.035	4.026	-0.029	-0.063	0.05
Si	9.487	12.231	4.057	0.035	0.037	-0.072
Si	12.15	3.98	4.074	0.028	0.06	-0.03
Si	14.916	1.349	4.115	-0.072	0.037	-0.066
Si	12.179	9.562	4.116	-0.054	-0.014	-0.007
Si	14.895	6.805	4.204	0.072	0.022	-0.101
Si	12.184	14.956	4.155	0.102	0.044	-0.083
Si	14.947	12.296	4.072	0.064	-0.004	-0.041
Si	-0.001	-0.012	10.969	0.024	-0.008	-0.005
Si	2.741	2.736	10.956	0.012	-0.014	-0.006
Si	-0.001	5.486	10.96	-0.001	-0.013	0.001
Si	2.746	8.228	10.972	-0.046	-0.013	-0.001
Si	0.002	10.939	10.971	0.029	-0.013	0.005
Si	2.757	13.676	10.959	-0.023	-0.011	-0.001
Si	5.484	0.001	10.966	-0.011	-0.044	0.003
Si	8.196	2.729	10.972	-0.013	0.001	0.007
Si	5.483	5.482	10.976	-0.022	-0.01	0.009
Si	8.208	8.216	10.972	0.003	-0.055	-0.001
Si	5.481	10.959	10.979	-0.011	-0.026	0.014
Si	8.201	13.665	10.978	-0.007	-0.01	0.002
Si	10.915	-0.015	10.977	0.006	0.017	-0.003
Si	13.646	2.726	10.973	0.008	-0.014	0.001
Si	10.921	5.465	10.97	0.007	-0.026	-0.001
Si	13.657	8.205	10.962	0.016	-0.022	-0.002
Si	10.929	10.94	10.976	-0.008	-0.033	0.006
Si	13.66	13.655	10.977	0.007	-0.007	-0.005
Si	1.4	1.348	12.316	-0.042	0.035	-0.001
Si	4.122	4.097	12.328	-0.046	-0.028	0
Si	1.381	6.852	12.325	0.028	0.005	0.002
Si	4.131	9.589	12.348	0.003	-0.007	0.008
Si	1.41	12.292	12.318	0.003	0.039	-0.015
Si	4.149	15.022	12.329	-0.007	0.061	-0.012
Si	6.854	1.355	12.348	-0.003	0.03	0.009
Si	9.566	4.099	12.339	0.025	0.018	-0.014
Si	6.866	6.847	12.35	0.016	0.046	0.001
Si	9.576	9.579	12.349	0.024	0.044	0.002
Si	6.859	12.305	12.366	-0.007	0.02	0.008
Si	9.571	15.015	12.358	-0.009	0.014	-0.01
Si	12.283	1.355	12.342	0.011	-0.014	-0.017
Si	15.033	4.111	12.309	0.036	0.036	-0.004
Si	12.29	6.845	12.322	0.003	-0.031	-0.001
Si	15.043	9.556	12.328	-0.03	-0.01	0.002
Si	12.31	12.282	12.356	0.027	0.012	0.012
Si	15.054	15.004	12.337	-0.002	0.024	-0.003
Si	0.03	2.744	13.635	0.053	-0.043	-0.014
Si	2.805	-0.003	13.679	0.036	-0.059	0.002
Si	0.025	8.216	13.706	0.044	-0.045	0.029
Si	2.776	5.497	13.676	-0.057	-0.003	-0.011
Si	0.058	13.639	13.689	0.026	-0.034	0.017
Si	2.791	10.974	13.723	-0.076	0	0.022
Si	5.502	2.739	13.707	-0.022	0.046	0.008
Si	8.223	-0.01	13.729	0.047	-0.014	0.003
Si	5.536	8.252	13.713	-0.055	-0.045	-0.014
Si	8.246	5.489	13.723	-0.009	-0.073	0.012
Si	5.515	13.688	13.737	-0.006	-0.017	-0.006
Si	8.244	10.955	13.739	0.011	-0.063	-0.029
Si	10.926	2.736	13.712	-0.031	0.022	0.033
Si	13.667	-0.03	13.674	0	0.044	0.005
Si	10.955	8.221	13.707	-0.01	-0.028	-0.018
Si	13.672	5.493	13.671	0.004	0.007	-0.006
Si	10.94	13.644	13.727	0.007	0.027	-0.002
Si	13.691	10.906	13.714	0.037	0.003	-0.027
Si	1.396	4.112	15.003	0.029	0.018	-0.045
Si	4.166	1.351	15.078	-0.054	-0.043	0.034
Si	1.418	9.592	15.061	0.034	0.025	0.002
Si	4.185	6.848	15.029	0.007	0.044	-0.014
Si	1.484	14.986	15.021	-0.013	0.063	-0.023
Si	4.18	12.324	15.124	0.043	0.011	0.045
Si	6.885	4.104	15.073	0.064	-0.015	-0.006
Si	9.587	1.352	15.104	-0.016	0.047	0.02
Si	6.898	9.612	15.126	0.031	0.017	0.064
Si	9.607	6.879	15.097	0.053	0.024	0.03
Si	6.885	15.036	15.13	-0.04	0.041	0.083
Si	9.606	12.292	15.145	0.003	0.008	0.069
Si	12.305	4.139	15.032	-0.019	-0.015	-0.015
Si	15.063	1.366	14.962	0.013	-0.011	-0.067
Si	12.321	9.558	15.102	0.009	-0.01	0.089
Si	15.036	6.846	15.056	-0.032	-0.038	0.043
Si	12.327	14.999	15.072	0.029	-0.019	0.016
Si	15.122	12.232	15.048	-0.034	0.039	-0.002
Si	0.081	-0.005	16.233	0.008	-0.021	0.051
Si	2.801	2.786	16.357	-0.035	-0.009	0.019
Si	-0.022	5.415	16.367	0.021	0.078	-0.006
Si	2.858	8.251	16.355	-0.005	-0.05	0.042
Si	0.074	10.91	16.503	0.049	-0.014	0.035
Si	2.835	13.69	16.51	-0.02	0.052	0.037
Si	5.536	0.013	16.517	0.114	-0.03	0.112
Si	8.201	2.713	16.474	-0.001	0.037	0.244
Si	5.583	5.534	16.418	-0.094	-0.073	0.026
Si	8.263	8.242	16.506	0.003	0.047	0.028
Si	5.601	11.026	16.53	-0.104	-0.049	0.076
Si	8.257	13.681	16.527	-0.016	-0.043	-0.045
Si	10.991	-0.014	16.454	-0.019	0.037	-0.062
Si	13.691	2.732	16.304	0.042	0.009	-0.001
Si	11.018	5.547	16.444	-0.058	-0.066	0.19
Si	13.724	8.232	16.485	-0.029	-0.055	-0.001
Si	10.969	10.897	16.519	0.063	0.032	0.084
Si	13.734	13.58	16.36	0.087	-0.057	0.088
Si	1.335	1.427	17.598	-0.027	-0.075	-0.227
Si	4.231	4.129	17.714	0.167	-0.12	-0.029
Si	1.416	6.843	17.553	0.041	0.049	-0.296
Si	4.261	9.561	17.804	-0.002	-0.023	-0.141
Si	1.507	12.259	17.851	0.056	-0.118	-0.078
Si	4.178	15.087	17.939	0.021	-0.038	-0.031
Si	6.873	1.353	17.991	0.006	0.15	-0.01
Si	9.628	4.139	17.736	-0.113	-0.073	-0.3
Si	6.911	6.88	17.876	0.04	-0.113	-0.07
Si	9.579	9.589	17.967	-0.045	0.086	0.002
Si	6.916	12.415	18.033	-0.047	0.024	0.151
Si	9.667	15.024	17.854	-0.097	-0.026	0.009
Si	12.449	1.35	17.711	-0.022	0.043	0.018
Si	14.97	4.048	17.752	-0.054	0.059	-0.055
Si	12.394	6.893	17.91	-0.064	-0.034	0.067
Si	15.116	9.531	17.91	-0.011	0.035	0.008
Si	12.467	12.196	17.831	0.101	-0.045	-0.058
Si	15.211	14.957	17.562	0.088	-0.041	-0.272
Si	-0.084	2.625	19.032	0.031	-0.236	0.342
Si	2.732	0.244	18.997	-0.044	0.003	0.309
Si	0.177	8.075	19.068	0.057	-0.07	0.127
Si	2.769	5.508	18.842	-0.035	0.088	0.16
Si	0.128	13.703	19.059	0.049	0.132	0.212
Si	2.927	10.879	19.198	0.009	0.011	0.136
Si	5.446	2.863	19.342	0.07	-0.023	0.469
Si	8.389	-0.041	19.332	0.066	0.207	0.118
Si	5.612	8.252	19.283	-0.046	0.15	0.173
Si	8.299	5.486	19.173	0.121	0.009	0.318
Si	5.534	13.817	19.513	-0.036	-0.083	0.129
Si	8.285	11.011	19.453	0.102	0.01	0.27
Si	11.097	2.8	18.972	-0.015	0.068	0.174
Si	13.91	-0.1	18.882	-0.028	0.001	0.262
Si	10.972	8.235	19.334	0.006	-0.162	0.273
Si	13.775	5.447	19.256	-0.029	0.044	0.168
Si	11.114	13.642	19.08	0.106	-0.054	0.238
Si	13.812	10.869	19.401	-0.11	0.094	0.077
Si	1.361	4.107	20.048	0.033	0.078	0.528
Si	3.506	1.949	20.503	0	0.231	-0.114
Si	1.754	9.208	20.389	-0.029	0.086	0.364
Si	3.898	6.988	20.258	-0.081	-0.089	0.359
Si	1.358	15.323	20.297	0.083	0.105	0.071
Si	4.45	11.96	20.701	-0.005	-0.066	-0.021
Si	7.318	3.9	20.63	-0.275	-0.009	-0.098
Si	9.655	1.693	20.418	0.215	-0.117	-0.194
Si	6.748	9.758	20.872	0.004	0.115	-0.131
Si	9.796	6.57	20.632	0.065	0.03	-0.176
Si	6.889	15.39	20.888	0.014	-0.174	-0.214
Si	10.072	12.223	20.612	-0.106	-0.012	-0.225
Si	12.054	4.348	20.47	0.127	-0.06	0.081
Si	15.391	0.851	20.44	-0.09	0.114	0.152
Si	12.103	9.779	20.759	0.046	-0.053	0.121
Si	15.664	6.357	20.412	-0.026	-0.179	0.218
Si	12.759	14.83	20.258	-0.152	0.129	0.165
Si	14.982	12.66	20.479	0.111	0.053	0.418
Si	-1.512	0.27	26.817	-0.026	-0.048	0.077
Si	5.245	1.095	22.719	-0.074	-0.112	0.344
Si	0.197	0.393	29.488	-0.025	-0.08	0.099
Si	0.005	9.285	29.649	0.054	-0.005	-0.088
Si	0.024	12.611	23.365	-0.155	0.05	0.296
Si	2.809	13.74	22.622	-0.189	0.042	0.167
Si	4.727	-1.183	24.722	0.08	-0.022	0.432
Si	11.557	2.496	22.763	-0.157	0.213	0.125
Si	2.079	6.216	24.485	-0.078	-0.084	0.255
Si	8.557	8.18	23.054	0.077	-0.117	0.139
Si	0.881	9.786	23.334	0.076	-0.108	0.343
Si	8.854	13.981	22.925	0.049	-0.06	0.199
Si	9.682	-0.241	25.022	-0.113	0.031	0.369
Si	9.357	3.967	27.932	0.125	-0.091	-0.029
Si	5.953	9.995	26.078	-0.069	0.022	0.186
Si	12.11	8.176	26.385	0.052	0.055	0.15
Si	11.514	9.108	23.636	0.282	0.06	0.398
Si	14.455	14.587	24.822	0.122	-0.012	0.201
Si	6.753	4.426	26.525	0.012	-0.037	0.122
Si	3.592	8.595	24.476	-0.084	-0.029	0.401
Si	-0.429	7.213	23.258	0.126	-0.083	0.332
Si	1.836	18.498	28.026	0.043	0.088	0.088
Si	7.272	14.577	26.261	-0.138	-0.054	0.138
Si	4.493	6.095	23.07	-0.225	0.04	0.293
Si	6.569	3.915	23.565	-0.01	-0.062	0.354
Si	8.249	11.994	25.35	-0.074	-0.029	0.474
Si	11.229	10.884	25.871	0.008	0.148	0.152
Si	2.196	7.317	30.592	-0.148	-0.084	-0.324
Si	10.54	19.041	25.427	-0.002	-0.02	0.211
Si	9.955	1.169	29.376	0.088	-0.033	-0.177
Si	13.929	3.451	29.67	0.036	0.066	-0.131
Si	7.649	7.409	26.112	-0.046	-0.02	0.328
Si	12.566	13.353	27.062	0.072	0.07	0.134
Si	12.954	13.751	30.05	-0.003	0	-0.085
Si	13.302	16.577	22.581	0.232	-0.223	0.038
Si	-0.82	3.061	26.962	-0.082	0.104	0.026
Si	3.871	-0.072	27.424	0.124	-0.108	0.035
Si	-0.437	5.763	25.671	0.099	-0.11	0.117
Si	3.363	4.913	31.481	0.081	0.063	-0.409
Si	-0.965	12.701	33.627	0.009	-0.246	-0.166
Si	0.654	11.292	31.727	0.18	-0.166	-0.227
Si	4.715	2.636	28.036	0.101	0.058	-0.052
Si	6.586	1.188	33.308	-0.222	0.145	-0.101
Si	10.088	6.937	28.227	-0.033	0.081	0.026
Si	5.766	14.577	28.904	-0.09	-0.102	-0.081
Si	4.592	10.846	31.531	-0.012	0.157	-0.179
Si	12.099	1.88	31.235	0.105	-0.124	-0.357
Si	15.174	4.56	32.04	0.098	0.049	-0.344
Si	5.622	11.324	28.86	0.046	0.015	-0.083
Si	14.08	6.34	30.041	-0.016	-0.007	-0.101
Si	8.326	15.139	30.216	-0.107	-0.027	-0.214
Si	16.642	15.532	33.431	0.04	0.154	-0.426
Si	1.392	4.496	33.722	0.053	-0.142	-0.137
Si	4.498	2.023	30.985	-0.186	-0.013	-0.104
Si	2.269	9.079	32.922	-0.059	0.04	-0.04
Si	5.054	7.307	31.141	0.027	-0.179	-0.464
Si	-1.348	7.975	27.501	-0.021	0.153	0.06
Si	3.098	13.245	32.381	0.064	-0.162	-0.242
Si	5.805	8.062	34.182	-0.145	-0.043	-0.141
Si	8.751	-0.959	33.164	0.195	-0.124	-0.127
Si	6.973	9.447	30.645	-0.039	-0.039	-0.201
Si	13.547	9.048	30.791	0.147	-0.031	-0.324
Si	10.499	13.606	28.886	-0.214	0.024	0.018
Si	10.008	8.79	30.983	-0.044	0.136	-0.347
Si	12.562	3.948	33.519	0.076	0.058	-0.067
Si	11.806	0.504	26.89	0.05	0.113	0.272
Si	11.775	11.143	30.057	0.025	0.061	-0.141
Si	11.885	9.09	33.276	0.127	0.009	-0.176
Si	14.345	16.171	31.545	0.041	0.029	-0.391
Si	18.816	15.909	31.185	0.083	0.021	-0.273
O	0.614	-0.217	34.854	0.11	-0.223	0.29
O	-1.367	1.423	35.371	-0.314	-0.068	0.437
O	1.794	3.165	34.578	0.117	0.026	0.276
O	3.761	1.533	35.255	0.32	-0.048	0.603
O	-1.444	6.984	35.181	-0.102	-0.385	0.575
O	0.762	5.614	34.705	-0.158	0.034	-0.08
O	5.282	7.804	32.668	-0.047	0.063	0.423
O	2.764	8.53	34.37	0.39	-0.135	0.187
O	-0.604	11.579	34.738	0.081	-0.135	0.121
O	1.032	9.675	35.673	0.124	0.036	0.286
O	2.873	13.687	33.945	-0.134	0.223	0.475
O	1.824	12.421	31.776	-0.136	0.039	0.128
O	5.635	1.822	32.133	0.51	-0.259	0.308
O	5.716	0.2	34.286	0.104	-0.186	0.162
O	7.407	2.348	34.13	0.037	0.219	0.065
O	6.485	4.461	35.176	0.051	-0.271	0.506
O	8.431	9.081	31.231	0.118	0.157	0.122
O	5.066	6.857	35.042	0.007	-0.165	0.029
O	9.579	6.641	35.101	0.143	0.178	0.352
O	7.437	7.915	34.337	0.15	0.044	0.053
O	4.447	12.335	32.185	-0.036	-0.001	0.241
O	4.076	11.85	35.218	0.05	0.229	-0.008
O	9.577	12.253	34.925	0.033	-0.077	0.495
O	8.073	14.302	34.144	-0.202	-0.265	0.123
O	10.043	-0.33	33.999	0.221	0.179	0.293
O	12.18	-1.498	34.998	-0.029	0.16	0.27
O	16.609	4.148	32.658	0.017	0.005	-0.05
O	12.993	2.811	34.576	-0.195	-0.143	0.126
O	12.869	9.979	29.598	0.095	0.11	-0.084
O	11.472	4.956	34.216	0.036	-0.016	0.009
O	12.682	8.195	34.393	0.193	-0.021	0.088
O	10.762	8.258	32.362	-0.089	0.049	0.465
O	11.221	10.357	34.081	0.024	-0.044	0.229
O	10.646	10.296	30.855	0.029	0.099	0.113
O	17.833	16.088	32.473	-0.258	-0.136	0.245
O	13.961	13.26	34.06	-0.259	0.267	0.006
O	2.383	3.13	20.963	0.111	-0.312	-0.289
O	0.329	5.137	20.905	-0.159	0.372	-0.539
O	5.043	0.275	24.098	0.092	0.155	-0.017
O	3.818	1.245	21.963	-0.046	-0.201	0.022
O	2.409	9.51	23.847	-0.156	0.169	-0.011
O	0.384	11.171	24.01	0.157	-0.132	0.061
O	2.846	8.08	20.979	0.162	-0.001	-0.457
O	0.957	9.832	21.703	0.172	0.146	-0.211
O	2.456	14.778	21.416	0.071	-0.144	-0.358
O	0.206	16.277	21.047	0.027	-0.02	-0.383
O	3.487	12.399	21.982	0.146	-0.215	-0.14
O	1.408	13.462	23.387	-0.043	-0.04	-0.156
O	7.539	4.168	22.279	0.125	0.355	-0.462
O	8.319	2.63	20.41	-0.233	-0.099	-0.003
O	9.924	3.781	26.407	0.064	-0.066	-0.041
O	10.324	1.79	21.933	-0.05	0.019	-0.044
O	5.561	10.856	21.346	0.071	0.04	-0.513
O	7.424	9.099	22.269	-0.15	0.121	-0.141
O	8.979	6.974	22.025	-0.001	-0.112	-0.07
O	8.063	7.614	24.527	-0.153	0.197	-0.348
O	7.54	14.46	22.089	-0.11	-0.142	-0.22
O	6.236	16.712	21.67	0.099	0.028	-0.38
O	9.874	13.252	21.893	-0.09	0.078	-0.124
O	11.114	11.058	21.173	-0.062	-0.004	-0.39
O	12.477	3.451	21.806	-0.112	-0.07	-0.052
O	11.008	3.364	24.045	-0.172	-0.107	-0.374
O	14.99	1.769	26.168	0.154	0.115	0.025
O	14.475	1.039	21.814	0.019	0.222	-0.105
O	11.938	7.949	24.753	0.055	0.025	-0.156
O	12.388	9.027	22.25	-0.031	0.019	-0.561
O	15.232	7.105	21.826	0.081	0.156	-0.277
O	9.908	5.351	28.608	0.209	-0.165	-0.029
O	12.302	15.834	21.509	-0.132	-0.197	-0.281
O	11.146	15.957	25.723	0.073	-0.049	-0.305
O	15.836	12.373	21.87	-0.26	0.059	-0.199
O	13.79	13.722	20.961	-0.107	-0.17	-0.198
O	-1.028	-0.807	25.709	-0.006	-0.12	-0.231
O	0.799	2.853	27.025	0.199	0.227	-0.228
O	7.166	3.721	25.088	-0.063	-0.178	-0.191
O	0.982	1.831	29.402	0.052	-0.071	0.078
O	4.491	7.701	23.427	0.379	-0.019	-0.098
O	-4.602	2.022	26.287	0.113	0.209	-0.275
O	2.789	7.438	25.354	-0.064	0.132	-0.06
O	3.226	5.322	23.773	-0.038	0.179	-0.03
O	-1.059	13.339	24.324	-0.022	0.008	-0.193
O	-0.326	8.756	23.78	-0.111	0.261	0.125
O	3.883	14.335	23.676	-0.116	0.005	-0.185
O	3.87	15.394	26.097	-0.195	0.109	-0.041
O	5.742	2.573	23.167	-0.066	-0.158	-0.215
O	2.379	0.606	27.555	-0.057	-0.147	0.047
O	5.743	5.308	23.693	0.162	0.241	0.193
O	4.618	9.6	25.228	-0.202	-0.019	-0.33
O	1.112	8.064	29.634	0.069	-0.133	0.105
O	-1.211	4.479	26.272	-0.251	0.104	-0.076
O	9.916	9.048	23.307	-0.163	-0.058	-0.227
O	7.068	10.862	25.238	0.055	-0.017	-0.241
O	-1.202	6.207	24.292	-0.157	0.213	-0.153
O	1.159	6.779	23.244	-0.042	0.071	-0.371
O	9.577	15.279	23.639	0.273	-0.156	-0.341
O	8.383	12.815	23.96	-0.204	-0.1	-0.292
O	9.513	1.405	24.981	-0.007	-0.087	-0.293
O	9.632	2.688	28.888	-0.077	0.141	0.214
O	14.814	3.326	31.034	0.122	-0.058	0.213
O	12.444	1.281	23.399	0.11	0.095	-0.008
O	6.686	8.636	26.582	0.089	-0.185	0.193
O	10.94	5.436	21.083	-0.06	-0.043	-0.473
O	13.699	8.374	26.707	-0.081	-0.091	-0.378
O	11.506	7.037	27.39	-0.032	0.04	0.028
O	12.33	11.821	26.593	-0.117	-0.223	0.102
O	11.774	10.564	24.359	0.047	0.026	-0.109
O	13.862	15.424	23.574	-0.162	0.14	-0.418
O	13.276	14.037	25.791	0.018	-0.093	-0.282
O	3.134	3.051	28.21	-0.191	-0.077	-0.019
O	5.344	3.839	27.129	-0.154	0.183	-0.166
O	5.265	2.321	29.557	0.004	-0.225	0.171
O	1.123	5.312	25.434	0.12	0.249	0.076
O	-0.344	7.127	26.556	0.281	0.016	-0.092
O	7.82	13.064	26.509	-0.085	-0.188	0.08
O	0.639	10.699	30.182	0.176	0.039	0.021
O	1.35	15.712	29.935	-0.021	0	-0.078
O	6.156	14.504	25.065	-0.078	0.121	-0.317
O	6.596	15.115	27.616	0.015	0.022	-0.211
O	8.458	-0.772	25.952	-0.019	0.174	-0.188
O	4.503	5.986	21.452	0.166	0.013	-0.119
O	6.769	6.043	26.303	-0.055	0.121	-0.179
O	7.754	4.057	27.746	-0.091	-0.047	0.114
O	5.659	12.953	28.89	-0.023	0.125	0.307
O	9.689	11.4	25.812	-0.116	-0.024	-0.104
O	11.236	9.51	26.751	-0.09	-0.019	0.257
O	4.411	10.902	29.889	0.073	0.027	0.322
O	3.727	7.847	30.324	0.064	0.246	-0.027
O	8.645	16.638	29.627	-0.198	0.059	0.179
O	8.96	14.02	29.163	-0.182	0.093	0.014
O	11.917	3.151	32.242	-0.201	0.092	0.038
O	10.657	1.253	30.847	0.044	-0.211	0.165
O	13.299	4.968	29.608	-0.173	0.089	-0.081
O	12.712	2.385	29.788	-0.004	-0.089	0.141
O	14.768	6.942	28.716	-0.047	-0.039	0.19
O	8.908	7.386	27.169	0.082	-0.024	-0.003
O	13.443	13.479	28.473	0.086	-0.17	0.057
O	15.367	16.913	30.525	-0.179	-0.015	0.148
O	12.719	12.29	30.789	-0.073	0.109	0.254
O	11.453	14.417	29.959	0.083	0.156	0.141
O	15.911	16.444	28.058	0.046	-0.072	0.047
O	13.325	16.447	27.272	-0.137	0.025	-0.064
O	-1.532	3.088	28.419	-0.115	0.108	0.079
O	2.74	5.048	32.989	-0.007	0.178	0.232
O	3.451	0.753	30.96	-0.063	-0.13	0.205
O	4.324	-1.026	28.719	0.042	0.032	0.164
O	-0.603	9.308	28.122	0.061	-0.044	-0.11
O	-1.232	9.032	30.696	-0.116	-0.207	0.333
O	4.884	1.213	27.232	0.063	0.075	0.082
O	2.265	5.67	30.476	0.184	-0.052	0.217
O	0.121	13.919	33.629	0.123	0.02	0.035
O	-0.787	11.96	32.157	-0.227	0.303	0.11
O	1.839	7.723	32.126	-0.159	-0.137	0.293
O	0.993	10.099	32.809	-0.238	-0.079	-0.04
O	4.822	5.673	31.258	0.083	-0.09	-0.019
O	3.56	3.333	31.24	-0.234	0.046	-0.056
O	7.739	0.229	32.708	-0.122	0.23	-0.071
O	9.015	-1.612	31.668	0.197	-0.142	0.251
O	6.972	10.492	29.362	0.081	-0.015	-0.049
O	10.129	7.837	29.626	0.049	-0.01	0.053
O	3.3	14.568	31.443	-0.027	0.001	0.185
O	3.48	9.887	32.195	-0.075	-0.041	0.211
O	5.498	9.607	34.661	0.036	0.069	0.15
O	6.104	10.26	31.788	-0.035	-0.08	0.305
O	13.934	4.749	33.095	-0.068	0.222	0.383
O	11.061	-2.439	27.386	0.12	-0.156	-0.058
O	10.892	0.453	28.243	0.139	-0.099	0.089
O	13.046	0.697	31.841	-0.083	0.002	0.127
O	6.682	14.98	30.207	0.057	0.17	0.307
O	5.367	10.865	27.325	-0.117	0.032	0.004
O	15.237	5.943	31.145	0.185	-0.084	0.067
O	13.065	7.478	30.63	-0.253	-0.089	0.226
O	13.943	14.713	30.891	0.11	-0.154	0.195
O	13.059	9.608	32.239	-0.254	-0.041	0.088
O	10.82	11.988	29.014	0.101	-0.212	-0.258
O	15.149	15.983	32.936	0.118	0.054	0.366
O	6.293	7.969	30.289	0.105	-0.058	0.199
Si	-0.081	0.012	5.495	0.046	-0.01	-0.025
Si	2.67	2.722	5.524	-0.077	-0.036	0.007
Si	-0.09	5.494	5.577	0.033	0.007	-0.004
Si	2.669	8.227	5.536	-0.017	0.018	-0.012
Si	-0.112	10.987	5.538	0.065	-0.055	0.019
Si	2.701	13.682	5.489	0.014	-0.009	-0.014
Si	5.435	-0.023	5.467	-0.014	0.058	-0.086
Si	8.152	2.681	5.503	-0.093	-0.029	0.001
Si	5.426	5.474	5.553	-0.022	-0.015	0.045
Si	8.177	8.187	5.49	-0.003	-0.049	-0.038
Si	5.452	10.964	5.496	0.026	0.018	-0.011
Si	8.15	13.654	5.422	0.029	0.02	-0.089
Si	10.838	-0.023	5.47	-0.008	-0.073	-0.041
Si	13.56	2.696	5.493	-0.042	-0.059	-0.002
Si	10.903	5.42	5.498	0.028	0.066	-0.012
Si	13.558	8.216	5.52	0.014	-0.029	-0.03
Si	10.847	10.925	5.496	-0.024	-0.057	-0.053
Si	13.615	13.64	5.495	-0.052	0.068	-0.017
Si	1.303	1.356	6.881	-0.025	0.074	0.001
Si	4.062	4.081	6.889	0.071	-0.035	-0.016
Si	1.319	6.851	6.908	-0.027	0.005	0.007
Si	4.078	9.592	6.866	-0.035	0	-0.021
Si	1.331	12.319	6.866	-0.023	0.001	-0.003
Si	4.073	15.036	6.856	-0.062	0.024	0.022
Si	6.795	1.325	6.868	0.06	-0.015	0.003
Si	9.524	4.065	6.86	-0.012	0.048	-0.001
Si	6.815	6.842	6.885	-0.07	0.031	-0.012
Si	9.523	9.55	6.876	0.013	0.022	0.026
Si	6.822	12.317	6.853	-0.053	-0.008	0.018
Si	9.504	15.004	6.837	0.014	0.041	0.003
Si	12.221	1.322	6.863	0.044	0.057	-0.005
Si	14.949	4.069	6.875	0.017	0.036	-0.014
Si	12.246	6.805	6.882	0.016	-0.008	0.005
Si	14.955	9.575	6.88	0.026	0.025	-0.008
Si	12.244	12.281	6.856	0.057	-0.016	0.02
Si	14.982	15.021	6.863	0.003	0.007	-0.014
Si	-0.053	2.729	8.245	-0.006	-0.044	0.007
Si	2.71	0.001	8.227	0.019	0	0.002
Si	-0.046	8.228	8.246	0.037	-0.012	0.006
Si	2.71	5.472	8.248	-0.032	-0.01	0.009
Si	-0.026	13.679	8.238	0.047	0.018	0.003
Si	2.712	10.954	8.231	-0.024	-0.028	0.005
Si	5.452	2.718	8.236	-0.05	0.005	0.002
Si	8.174	-0.027	8.229	-0.046	-0.023	0.005
Si	5.452	8.224	8.237	0.019	-0.015	0.012
Si	8.181	5.457	8.233	-0.012	-0.025	0
Si	5.455	13.677	8.222	-0.006	-0.02	0.001
Si	8.18	10.945	8.232	0.005	-0.025	0.004
Si	10.893	2.713	8.238	0.015	-0.014	0
Si	13.62	-0.018	8.236	-0.001	-0.018	-0.004
Si	10.898	8.191	8.242	-0.021	-0.05	-0.011
Si	13.626	5.457	8.25	0.038	0.013	-0.005
Si	10.896	13.665	8.22	0.007	0	-0.013
Si	13.615	10.942	8.248	-0.016	-0.052	0.008
Si	1.344	4.095	9.6	-0.005	0.022	0.001
Si	4.095	1.353	9.599	-0.014	0.034	-0.002
Si	1.357	9.578	9.599	-0.007	0.001	0.006
Si	4.098	6.843	9.607	-0.001	-0.002	0.005
Si	1.362	15.03	9.6	-0.02	0.011	-0.001
Si	4.105	12.304	9.592	-0.009	0.027	-0.003
Si	6.822	4.091	9.603	0.005	0.007	0
Si	9.539	1.341	9.604	0.012	0.013	-0.007
Si	6.827	9.581	9.609	-0.036	0.021	0.013
Si	9.546	6.823	9.607	0.006	0.029	-0.002
Si	6.827	15.02	9.606	0.008	0.043	0.001
Si	9.555	12.298	9.605	0.012	-0.001	-0.011
Si	12.267	4.081	9.606	0	0.026	-0.008
Si	15.002	1.344	9.61	0.01	0.037	-0.009
Si	12.271	9.56	9.607	0.04	0.022	0.004
Si	15.011	6.833	9.597	0.015	-0.02	-0.003
Si	12.272	15.012	9.608	0.023	0.026	-0.003
Si	15.018	12.295	9.601	-0.003	0.005	-0.006

Results
total energy: -115458.425 eV
total energy less fixed offsets of O -438.04, Si -107.15 eV per atom: -3.685 eV
